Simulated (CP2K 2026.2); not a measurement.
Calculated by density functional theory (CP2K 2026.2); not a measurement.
Periodic cell of 504 atoms, Si360O144, from a study of silicon, its oxide and their interface. The atomic structure is a simulated model.
Doubt: the forces sum to 1.95 eV/angstrom along one axis rather than to zero, so they err by at least 0.0039 eV/angstrom per atom on average; the grid cutoff is modest.

Settings: functional PBE; method Gaussian and plane waves; basis set DZVP-MOLOPT-SR-GTH; pseudopotentials GTH-PBE; grid cutoff 350 Ry, relative cutoff 50 Ry; k points Gamma only; occupations fixed; spin none; net charge 0.

Cell vectors (angstrom)
a 16.32 0 0
b 0 16.32 0
c -4.3606 -2.1232 33.6846

Atoms and the computed forces on them: element, x, y, z (angstrom), force x, y, z (eV/angstrom)
Si 1.031 15.197 0.097 0.164 -0.096 0.767
Si -0.66 -0.493 33.551 0.356 -0.297 0.706
Si 1.526 3.943 0.08 -0.255 0.129 0.734
Si 3.965 7.019 0.015 0.149 -0.341 0.621
Si 1.661 9.251 0.132 -0.266 0.269 0.651
Si 4.18 11.986 0.147 -0.045 0.291 0.738
Si 7.059 14.69 0.027 -0.349 0.411 0.634
Si 9.553 1.647 0.166 0.063 -0.282 0.644
Si 7.16 3.687 0.077 -0.191 0.273 0.755
Si 5.569 4.417 33.513 -0.165 0.112 0.715
Si 6.417 9.786 0.115 0.196 -0.106 0.731
Si 9.251 12.374 0.326 0.228 -0.201 0.69
Si 12.34 14.716 0.204 -0.146 0.165 0.705
Si 15.007 0.902 0.212 0.056 0.234 0.601
Si 12.185 4.351 0.045 0.04 -0.114 0.659
Si 10.401 5.004 33.68 0.144 -0.13 0.714
Si 8.182 7.262 33.512 -0.243 0.123 0.651
Si 14.659 12.624 0.115 0.137 -0.229 0.772
Si 2.65 0.063 1.302 -0.008 0.011 -0.084
Si 5.432 2.616 1.239 -0.022 0.016 -0.046
Si 2.763 5.456 1.346 -0.002 0.006 -0.025
Si 5.446 8.133 1.428 -0.021 -0.006 -0.055
Si 2.686 10.851 1.49 0.008 0 -0.041
Si 5.376 13.644 1.312 -0.017 -0.023 -0.052
Si 8.244 -0.001 1.287 0.026 -0.001 -0.031
Si 11.025 2.839 1.464 0.029 0.022 -0.044
Si 8.269 5.448 1.2 0.012 -0.026 -0.073
Si 10.946 8.196 1.183 0.022 0.004 -0.07
Si 8.044 10.804 1.477 -0.044 0.002 -0.062
Si 10.867 13.521 1.529 -0.007 -0.006 -0.046
Si 13.53 16.175 1.62 -0.015 -0.013 -0.045
Si -0.108 2.695 1.264 0.001 -0.022 -0.045
Si 13.64 5.569 1.369 0.009 0.052 -0.048
Si 0.021 8.167 1.386 -0.02 0.001 -0.04
Si 13.613 10.894 1.3 0.007 0.004 -0.071
Si -0.055 13.644 1.468 -0.021 0.005 -0.072
Si 1.3 1.407 2.699 -0.007 -0.025 0.018
Si 4.145 4.059 2.646 -0.004 -0.03 0.014
Si 1.362 6.767 2.725 0.002 -0.018 0.021
Si 4.062 9.47 2.809 0.006 0.009 0.043
Si 1.328 12.258 2.762 -0.006 0.014 0.015
Si 4.034 15.015 2.657 -0.011 -0.007 0.001
Si 6.801 1.301 2.652 0.025 0.023 0.007
Si 9.56 4.157 2.73 -0.006 0.039 0.037
Si 6.898 6.763 2.641 0.002 -0.034 0.011
Si 9.535 9.444 2.657 0.027 -0.002 0.003
Si 6.72 12.271 2.759 -0.022 0.026 0.016
Si 9.515 14.98 2.764 -0.019 0.003 0.026
Si 12.257 1.388 2.816 -0.011 -0.008 0.029
Si 14.948 4.097 2.672 0 0.012 -0.001
Si 12.248 6.901 2.7 -0.031 -0.005 0.038
Si 14.997 9.581 2.704 -0.009 -0.006 0.025
Si 12.256 12.145 2.783 0.025 -0.007 0.027
Si 14.941 14.894 2.936 0.021 0.003 0.04
Si 0.01 0.031 4.135 -0.007 0.021 -0.012
Si 2.729 2.741 4.028 -0.014 0.005 -0.019
Si 0.003 5.409 4.067 0 0.013 0.008
Si 2.694 8.117 4.122 -0.004 0.021 0.01
Si -0.003 10.896 4.126 -0.016 -0.009 -0.002
Si 2.72 13.634 4.062 -0.005 0.017 0.01
Si 5.435 -0.009 4.049 0.007 -0.008 0.008
Si 8.155 2.725 4.012 0.005 0.011 -0.023
Si 5.499 5.419 4.013 -0.001 0.011 -0.002
Si 8.197 8.117 4.057 -0.004 0.006 0.009
Si 5.406 10.885 4.123 0.003 -0.004 -0.006
Si 8.13 13.611 4.092 0.013 -0.027 0.007
Si 10.862 0.02 4.124 0.007 -0.023 0.011
Si 13.63 2.76 4.108 0.005 0.011 0.009
Si 10.904 5.515 4.085 0.004 0.005 0
Si 13.624 8.215 4.069 0.003 -0.012 -0.004
Si 10.854 10.81 4.083 -0.003 -0.013 -0.004
Si 13.572 13.507 4.194 0.02 -0.004 0.01
Si 1.367 14.965 16.339 0.001 -0.009 -0.02
Si 4.088 1.338 16.304 0.002 -0.009 -0.015
Si 1.344 4.089 16.298 0.004 0 -0.013
Si 4.079 6.799 16.306 -0.011 -0.004 -0.013
Si 1.338 9.514 16.325 0.008 -0.017 -0.002
Si 4.061 12.261 16.297 -0.001 0 -0.01
Si 6.824 14.992 16.325 0.001 0.011 -0.009
Si 9.501 1.349 16.328 0.005 -0.003 -0.007
Si 6.815 4.068 16.298 0.002 0.004 -0.011
Si 9.554 6.796 16.315 -0.01 0.017 -0.008
Si 6.814 9.525 16.261 0.006 0.003 -0.011
Si 9.547 12.248 16.308 0.002 -0.007 -0.015
Si 12.233 14.965 16.298 -0.006 0.012 -0.013
Si -1.389 1.362 16.355 0 -0.013 -0.009
Si 12.244 4.062 16.369 -0.001 0.006 0.001
Si -1.389 6.785 16.321 0.004 0.006 -0.004
Si 12.24 9.523 16.337 0.005 0.004 -0.003
Si -1.357 12.234 16.339 -0.002 0.003 0
Si 2.734 0.007 17.697 0.001 -0.001 0.022
Si 5.491 2.66 17.64 0.005 0.007 -0.016
Si 2.724 5.421 17.653 -0.001 0.012 0.01
Si 5.45 8.192 17.618 0.014 -0.004 0
Si 2.692 10.908 17.656 -0.007 0.004 -0.002
Si 5.427 13.64 17.626 -0.005 0.005 0.008
Si 8.175 0.008 17.75 -0.002 -0.007 0.006
Si 10.855 2.684 17.694 0.005 -0.009 0.01
Si 8.168 5.448 17.641 -0.002 -0.012 0.009
Si 10.913 8.135 17.709 -0.003 -0.005 0.012
Si 8.209 10.836 17.616 0.004 0.001 0
Si 10.874 13.643 17.674 -0.003 -0.017 -0.009
Si 13.564 -0.029 17.697 -0.005 0.01 0.017
Si -0.042 2.779 17.674 -0.003 0.013 -0.022
Si 13.603 5.438 17.737 -0.003 -0.009 -0.002
Si -0.036 8.139 17.67 0.005 0.003 0.016
Si 13.574 10.902 17.706 0.014 0.005 0.006
Si 0.02 13.587 17.695 0.003 0.005 -0.005
Si 1.345 1.438 18.971 0.034 -0.009 -0.01
Si 4.154 4.043 18.934 -0.014 0.016 -0.028
Si 1.324 6.751 19.006 -0.032 -0.008 -0.039
Si 4.079 9.552 18.955 -0.001 -0.008 -0.011
Si 1.373 12.243 19.087 -0.015 0.004 -0.017
Si 4.106 14.965 19.072 0.034 0.008 -0.006
Si 6.791 1.349 19.12 -0.003 0.003 0.001
Si 9.479 4.064 19.015 0.002 -0.013 -0.047
Si 6.839 6.867 18.96 -0.001 0.019 -0.032
Si 9.548 9.499 19.043 -0.002 0.002 -0.021
Si 6.837 12.245 18.861 -0.006 0.013 -0.047
Si 9.557 14.969 19.113 0.008 0.028 -0.008
Si 12.169 1.287 19.076 -0.033 -0.012 -0.038
Si -1.375 4.091 19.132 0.017 0.014 -0.003
Si 12.247 6.775 19.126 -0.015 0.024 -0.004
Si -1.403 9.5 19.038 0.004 -0.028 -0.028
Si 12.216 12.316 19.048 0.021 -0.002 -0.018
Si -1.367 14.93 19.031 -0.009 -0.016 -0.026
Si -0.051 0.09 20.281 -0.022 0.009 0.034
Si 2.78 2.746 20.308 0.006 -0.006 0.062
Si 0.021 5.423 20.522 0.028 0.022 0.056
Si 2.706 8.181 20.254 -0.025 -0.004 0.036
Si -0.033 10.864 20.386 0.001 -0.005 0.056
Si 2.756 13.587 20.452 -0.004 -0.025 0.066
Si 5.47 -0.019 20.521 0.007 -0.023 0.061
Si 8.13 2.758 20.449 0.008 0.003 0.052
Si 5.495 5.461 20.226 -0.008 -0.005 0.04
Si 8.189 8.139 20.423 0.012 0.007 0.023
Si 5.495 10.926 20.211 0.004 0.009 0.054
Si 8.141 13.544 20.301 -0.027 -0.01 0.064
Si 10.867 -0.043 20.6 0 0.015 0.037
Si 13.506 2.695 20.384 -0.01 -0.014 0.054
Si 10.826 5.385 20.408 -0.007 0.004 0.068
Si 13.589 8.16 20.494 0.021 0.008 0.062
Si 10.851 10.948 20.372 -0.022 -0.003 0.047
Si 13.608 13.607 20.464 -0.01 0.01 0.051
Si 1.509 -1.047 21.535 -0.135 -0.298 -0.719
Si 3.783 1.15 21.695 0.378 0.176 -0.707
Si 1.785 4.333 21.693 -0.33 -0.108 -0.702
Si 3.914 6.62 21.458 0.093 0.14 -0.746
Si 1.183 9.301 21.62 0.096 0.18 -0.733
Si 4.468 12.432 21.658 -0.264 -0.015 -0.724
Si 6.669 14.631 21.727 -0.001 0.269 -0.708
Si 9.624 1.573 21.825 -0.11 -0.202 -0.729
Si 6.998 4.423 21.686 -0.017 -0.158 -0.682
Si 9.315 6.546 21.77 0.106 0.179 -0.693
Si 6.989 9.783 21.576 -0.109 -0.247 -0.739
Si 9.198 12.001 21.693 0.287 0.13 -0.729
Si 12.577 -1.128 21.89 -0.268 -0.211 -0.698
Si -1.602 1.185 21.671 0.111 0.101 -0.716
Si 11.883 3.753 21.715 0.087 0.083 -0.752
Si -1.051 7.101 21.798 -0.221 -0.163 -0.782
Si 12.361 9.79 21.699 -0.062 -0.243 -0.691
Si -1.647 11.923 21.726 0.141 0.143 -0.742
Si 10.895 4.21 26.882 -0.05 0.124 0.017
Si 1.307 3.703 24.714 0.006 0.056 -0.016
Si 0.415 1.561 29.33 0.06 0.025 0.036
Si 8.353 1.429 29.427 0.032 0.009 -0.019
Si 2.61 11.206 23.6 0.036 -0.024 -0.04
Si -0.555 10.919 27.006 0.006 -0.067 -0.009
Si 2.707 7.533 30.852 -0.044 -0.042 0.059
Si 8.32 -0.304 27.032 -0.05 0.078 -0.068
Si 7.149 8.054 30.573 0.042 0.005 0.18
Si 11.175 2.324 29.132 -0.055 -0.098 0.149
Si 11.466 10.494 30.917 0 0.16 0.029
Si -0.057 6.851 29.627 -0.044 0.074 0.052
Si 5.444 8.196 23.744 0.005 0.03 -0.065
Si 4.9 1.314 24.52 -0.134 -0.108 -0.001
Si 3.598 12.743 30.984 -0.114 -0.176 0.05
Si 9.373 9.55 26.007 0.122 -0.016 -0.013
Si 4.777 9.822 31.045 0.037 0.079 0.063
Si 1.396 13.888 24.057 0.045 0.069 0.068
Si 10.502 14.132 26.811 0.032 -0.116 -0.048
Si 2.763 2.195 30.815 0.074 0.012 -0.016
Si 0.689 4.113 30.733 0.04 0.012 0.153
Si 12.454 13.799 24.756 -0.01 0.014 -0.15
Si 10.054 12.297 24.645 0.018 -0.005 -0.058
Si 5.405 1.451 29.516 0.055 -0.16 0.023
Si 2.966 -0.766 25.959 0.08 0.06 -0.142
Si 9.787 8.766 28.865 -0.109 0.091 0.137
Si 6.317 14.146 31.707 -0.005 -0.058 0.059
Si 2.57 10.811 26.758 -0.071 0.012 -0.031
Si -1.196 2.38 24.504 0 0.049 -0.046
Si 11.605 13.162 29.44 0.011 0.02 0.071
Si 4.181 8.34 26.338 0.065 0.08 -0.087
Si -2.038 11.152 31.609 -0.1 0.033 0.228
Si 12.771 4.091 24.61 0.017 -0.016 -0.093
Si 6.966 7.725 26.091 -0.027 -0.064 -0.019
Si -2.806 6.537 31.045 0.031 -0.02 -0.025
Si 3.546 5.383 25.954 0.095 -0.088 -0.1
Si 5.095 5.689 30.606 0.058 0.156 0.19
Si 11.101 8.058 23.937 -0.037 0.052 -0.135
Si 3.679 13.436 28.176 -0.098 0 -0.048
Si 9.511 0.36 31.779 -0.07 0.029 0.065
Si -1.651 8.023 27.236 -0.015 -0.065 0.039
Si 11.979 6.778 28.339 0.114 0.03 0.03
Si 5.234 3.905 28.13 -0.021 0.117 -0.15
Si -2.38 6.727 24.626 0.013 0.133 -0.041
Si 0.771 1.326 26.276 0.017 0.036 0.009
Si 7.752 0.088 23.914 0.089 -0.048 -0.076
Si -1.576 12.76 29.248 -0.082 -0.004 0.029
Si 12.012 -0.202 30.382 0.089 -0.033 -0.057
Si -1.205 -0.802 30.576 -0.034 -0.015 0.253
Si 7.804 4.908 26.637 -0.036 -0.01 -0.056
Si -3.926 3.8 31.578 -0.031 0.081 0.103
Si -1.039 12.689 24.717 -0.049 -0.089 -0.131
Si 6.204 -1.517 28.863 -0.029 0.105 0.017
Si 5.862 4.075 24.539 0.012 -0.006 -0.103
Si 1.377 14.976 5.458 -0.016 -0.009 0.008
Si 4.077 1.367 5.401 0.003 0 0.006
Si 1.381 4.077 5.428 -0.003 -0.025 0.015
Si 4.115 6.764 5.408 -0.007 -0.028 0.008
Si 1.352 9.508 5.46 0.007 0.006 0.014
Si 4.052 12.259 5.452 -0.005 -0.005 0.009
Si 6.774 14.962 5.446 -0.008 -0.003 0.011
Si 9.49 1.385 5.437 -0.014 0.016 0.002
Si 6.814 4.067 5.411 0.02 0.005 0.01
Si 9.53 6.806 5.471 0.017 -0.006 0.017
Si 6.821 9.507 5.408 0.01 -0.003 0.005
Si 9.506 12.223 5.418 -0.007 0.012 0.011
Si 12.22 14.951 5.467 -0.003 0.005 0.006
Si 14.971 1.392 5.474 0.009 0 0.014
Si 12.244 4.116 5.435 -0.009 0.009 0.004
Si 14.963 6.802 5.411 0.007 0.01 0.003
Si 12.24 9.508 5.464 0.005 0.01 0.006
Si 14.964 12.203 5.529 -0.012 0.006 0.026
Si 2.74 0.013 6.803 0.002 -0.002 -0.006
Si 5.438 2.72 6.774 -0.003 0.007 -0.006
Si 2.743 5.431 6.788 0.006 0.002 -0.001
Si 5.455 8.148 6.771 -0.005 0 -0.006
Si 2.707 10.884 6.809 -0.012 0.008 0.008
Si 5.427 13.6 6.811 0.009 0.005 0.004
Si 8.139 0.012 6.796 -0.008 -0.006 -0.005
Si 10.874 2.739 6.784 0 0.008 0.001
Si 8.161 5.425 6.794 0.005 0.005 0.002
Si 10.886 8.158 6.829 -0.004 -0.007 0.002
Si 8.16 10.866 6.792 0.006 0.002 0.003
Si 10.856 13.585 6.804 0 -0.009 -0.005
Si 13.598 0.004 6.803 0.005 0.006 0
Si 0.026 2.734 6.817 0.003 0.002 -0.001
Si 13.61 5.457 6.799 -0.005 -0.004 -0.003
Si -0.009 8.146 6.806 -0.003 0.006 0.003
Si 13.586 10.854 6.852 0.005 -0.002 0.007
Si 0.013 13.61 6.822 -0.003 -0.006 0.002
Si 1.373 1.361 8.169 -0.004 0.009 0.002
Si 4.088 4.072 8.155 -0.007 -0.005 -0.002
Si 1.374 6.792 8.149 0.003 0.007 -0.006
Si 4.089 9.512 8.14 0.006 0.006 -0.01
Si 1.36 12.241 8.179 0.001 0.002 -0.003
Si 4.082 14.966 8.171 -0.005 -0.001 -0.002
Si 6.786 1.367 8.155 -0.001 -0.001 0
Si 9.522 4.08 8.163 -0.011 0.001 0.003
Si 6.802 6.794 8.151 0.007 -0.003 -0.01
Si 9.52 9.524 8.17 0.014 0.003 -0.002
Si 6.798 12.23 8.152 -0.004 -0.001 -0.003
Si 9.503 14.961 8.152 -0.002 -0.006 -0.003
Si 12.232 1.369 8.148 -0.001 -0.004 -0.007
Si 14.97 4.092 8.159 0.01 0 -0.004
Si 12.248 6.795 8.175 -0.005 0.006 0.003
Si 14.959 9.496 8.187 -0.024 -0.013 0.001
Si 12.225 12.241 8.176 0.01 0.004 -0.001
Si 14.961 14.969 8.167 0.01 0.005 0.001
Si 0.004 0.004 9.526 0.003 -0.005 -0.002
Si 2.727 2.722 9.525 0.007 -0.009 0.004
Si 0.011 5.441 9.522 -0.004 0.001 -0.002
Si 2.727 8.158 9.51 -0.004 0.005 -0.002
Si -0.003 10.877 9.528 0 0.012 -0.007
Si 2.722 13.603 9.529 -0.005 -0.002 -0.004
Si 5.438 0.007 9.525 0.001 -0.002 -0.001
Si 8.157 2.717 9.514 0.001 0.006 -0.004
Si 5.443 5.438 9.515 -0.001 0.006 -0.004
Si 8.158 8.155 9.518 0.001 -0.001 -0.001
Si 5.44 10.87 9.513 0.001 -0.004 0.001
Si 8.153 13.597 9.514 -0.005 0 0.002
Si 10.877 0 9.508 -0.001 0.003 -0.003
Si 13.603 2.723 9.509 0.002 0.007 -0.004
Si 10.881 5.436 9.524 0.008 -0.004 -0.003
Si 13.601 8.146 9.544 0.005 -0.001 0.002
Si 10.874 10.88 9.536 -0.011 -0.002 0.001
Si 13.596 13.605 9.522 -0.004 0.001 0
Si 1.359 14.961 10.887 0.001 -0.005 0.003
Si 4.077 1.362 10.886 -0.005 0.003 0.003
Si 1.361 4.077 10.886 -0.001 0.005 -0.004
Si 4.081 6.797 10.877 0.004 -0.002 0.001
Si 1.365 9.518 10.876 -0.004 0.004 -0.003
Si 4.083 12.234 10.876 0.003 0.003 -0.001
Si 6.799 14.961 10.873 -0.007 0.002 0
Si 9.519 1.357 10.871 -0.009 -0.002 0
Si 6.804 4.079 10.876 0.001 0.001 0
Si 9.52 6.798 10.88 0.001 0.002 0.001
Si 6.799 9.516 10.881 0 0.005 -0.003
Si 9.515 12.245 10.885 0.008 0 -0.003
Si 12.239 14.967 10.88 0.006 -0.001 0.001
Si -1.364 1.363 10.88 0.006 -0.003 -0.001
Si 12.246 4.077 10.877 -0.012 0.002 -0.002
Si -1.351 6.79 10.892 -0.002 0.003 -0.002
Si 12.239 9.515 10.888 0.008 0 0.001
Si -1.364 12.242 10.881 0 -0.008 -0.001
Si 2.716 0.003 12.247 0.005 0 0.002
Si 5.439 2.725 12.235 0.001 -0.004 -0.001
Si 2.718 5.441 12.242 -0.008 0.001 0.001
Si 5.441 8.154 12.242 -0.002 0.003 0.004
Si 2.717 10.881 12.238 -0.001 -0.001 -0.002
Si 5.44 13.601 12.23 0.003 -0.002 -0.001
Si 8.162 -0.003 12.231 0.002 -0.009 0.003
Si 10.883 2.716 12.23 0.015 0.006 -0.003
Si 8.168 5.431 12.239 -0.004 -0.002 -0.001
Si 10.88 8.154 12.243 -0.004 0.003 0.001
Si 8.158 10.882 12.242 -0.002 0.001 0.003
Si 10.884 13.601 12.24 -0.012 -0.002 0.005
Si 13.598 0.004 12.248 -0.002 0.005 0.003
Si -0.003 2.717 12.245 -0.002 0.005 0
Si 13.603 5.432 12.245 0.013 0 0
Si 0.003 8.163 12.239 0.001 0.001 -0.001
Si 13.602 10.878 12.238 -0.005 0.003 0
Si -0.007 13.604 12.243 -0.001 0 0.001
Si 1.349 1.353 13.611 0.005 -0.006 0.004
Si 4.073 4.074 13.599 -0.002 0.01 0.001
Si 1.357 6.807 13.599 -0.003 0.004 0
Si 4.077 9.521 13.596 -0.002 0.004 0.006
Si 1.348 12.238 13.598 0.005 0.002 0.005
Si 4.085 14.959 13.592 0.002 -0.012 -0.002
Si 6.804 1.365 13.583 -0.006 0.007 -0.001
Si 9.538 4.076 13.599 -0.001 -0.008 0.002
Si 6.805 6.786 13.596 0.01 -0.004 0.003
Si 9.526 9.523 13.595 -0.002 0.005 0.003
Si 6.802 12.254 13.596 -0.012 0.01 -0.001
Si 9.52 14.959 13.594 0.002 0.008 0.007
Si 12.233 1.365 13.604 -0.009 0.003 0.002
Si -1.367 4.07 13.608 0.001 -0.001 0.006
Si 12.243 6.793 13.603 0 0.002 0.004
Si -1.365 9.515 13.6 0.007 0.004 0.001
Si 12.252 12.24 13.597 0.016 -0.016 0.001
Si -1.358 14.967 13.613 -0.006 -0.007 0.009
Si -0.01 0.007 14.992 0.006 0.006 0.002
Si 2.714 2.712 14.962 -0.004 0.001 -0.001
Si -0.013 5.449 14.949 0 0.004 -0.002
Si 2.715 8.167 14.961 -0.006 0.001 -0.001
Si -0.012 10.875 14.961 -0.004 0.003 0.006
Si 2.705 13.613 14.943 0.002 0.004 0.003
Si 5.457 0 14.941 0 0.008 0.001
Si 8.171 2.713 14.943 -0.003 -0.005 -0.001
Si 5.437 5.428 14.954 0 -0.001 0.002
Si 8.18 8.144 14.942 -0.006 0.003 -0.003
Si 5.433 10.898 14.942 0.004 0.001 -0.002
Si 8.166 13.607 14.965 0.004 -0.006 0.003
Si 10.867 0.004 14.955 0.001 -0.006 -0.007
Si 13.589 2.717 14.977 0.002 0 0.007
Si 10.905 5.423 14.972 0.002 0 0.002
Si 13.59 8.161 14.965 0.005 -0.004 0
Si 10.896 10.88 14.954 -0.008 0.007 0.003
Si 13.607 13.596 14.966 -0.004 -0.005 0
O 11.767 5.372 27.587 0.294 -0.052 -0.03
O 9.498 10.893 25.15 -0.336 0.06 0.088
O 2.284 3.747 30.594 0.39 0.542 0.051
O 4.053 11.51 22.946 0.435 -0.361 0.339
O 0.259 13.562 25.149 -0.046 0.096 0.733
O 2.829 5.544 22.021 0.129 0.136 0.299
O 2.66 11.033 25.177 0.193 -0.032 0.024
O 11.094 12.018 30.47 -0.281 0.221 0.007
O 12.2 14.586 23.361 -0.372 0.121 -0.062
O 8.12 10.841 22.081 -0.125 -0.006 0.608
O 0.967 8.806 33.35 -0.082 -0.147 -0.56
O -1.034 14.205 29.668 0.37 -0.04 -0.56
O 9.138 11.568 33.377 -0.101 0.075 -0.414
O -2.633 0.033 22.211 0.208 0.155 0.131
O 6.13 3.88 22.959 -0.392 -0.104 0.159
O 5.342 9.69 32.559 0.295 -0.425 -0.162
O 6.906 1.911 29.97 0.061 0.564 0.667
O 2.412 12.798 32.106 -0.698 -0.014 -0.337
O -1.705 0.733 33.328 0.176 -0.019 -0.189
O 11.829 14.131 33.276 0.148 0.113 -0.586
O 1.921 9.918 22.934 0.09 -0.176 0.351
O -3.245 10.293 30.957 0.183 -0.582 -0.103
O 4.332 1.841 30.675 0.288 -0.042 0.479
O 12.556 4.415 23.041 0.365 0.363 0.229
O 6.135 -0.799 32.542 0.553 0.586 -0.152
O -0.126 2.821 30.194 -0.617 0.017 -0.002
O 9.505 -0.938 32.732 -0.307 -0.522 -0.179
O 6.236 9.321 22.934 -0.119 0.35 0.257
O -0.966 1.94 22.963 0.562 0.288 0.137
O 6.945 14.371 30.24 0.7 -0.075 0.014
O 0.784 -1.441 22.944 -0.67 0.106 0.186
O 3.819 11.401 33.627 -0.039 -0.075 -0.324
O 6.061 9.231 30.247 -0.002 0.2 -0.336
O 8.39 8.334 29.566 0.163 -0.039 -0.227
O -1.343 7.064 30.594 0.205 0.533 0.45
O 8.135 5.49 22.225 0.011 -0.013 0.217
O 9.542 13.416 25.706 -0.706 0.247 -0.023
O 9.614 12.638 23.133 -0.151 0.557 0.191
O -2.799 4.956 31.449 0.43 -0.113 0.101
O -0.445 -1.021 32.009 0.364 -0.159 -0.161
O 7.566 -1.262 23.034 0.281 -0.464 0.28
O 5.067 5.148 32.14 -0.241 0.034 -0.085
O 11.422 -1.674 30.064 -0.465 0.084 0.313
O 6.392 6.635 30.347 0.144 -0.201 -0.235
O -3.279 7.447 32.311 -0.297 0.468 -0.21
O -2.636 5.261 25.244 0.259 -0.059 0.663
O 3.293 12.068 27.441 0.234 -0.156 0.104
O -3.174 12.852 29.099 -0.017 0.108 -0.018
O 3.424 8.971 30.836 -0.396 0.238 -0.189
O 7.855 9.041 25.918 -0.263 0.445 -0.11
O 1.272 7.663 30.101 0.086 0.385 -0.248
O -0.948 12.22 27.875 -0.023 0.343 -0.149
O 10.78 2.658 22.268 0.21 0.182 0.562
O 7.199 -1.308 27.616 0.107 -0.52 -0.082
O 9.304 6.11 33.145 0.06 -0.078 -0.183
O 2.535 7.024 32.384 0.013 -0.302 -0.171
O 8.18 1.083 27.851 -0.022 0.378 -0.29
O 10.071 7.113 23.107 0.05 -0.022 0.291
O 10.522 7.45 28.305 -0.261 -0.222 -0.074
O 11.27 2.828 27.615 0.399 -0.251 -0.207
O -3.312 2.565 32.404 -0.103 -0.253 -0.416
O 3.737 6.476 30.202 -0.087 -0.09 -0.642
O 4.126 0.284 25.509 0.094 -0.138 0.379
O 8.846 1.028 23.165 -0.093 -0.071 0.269
O 6.682 3.256 33.119 -0.05 0.026 -0.28
O 11.124 0.543 31.543 0.333 0.498 0.479
O 11.083 4.362 32.346 -0.121 -0.233 -0.181
O 7.257 13.147 32.541 0.142 0.115 -0.254
O -0.626 1.203 25.457 -0.47 -0.566 -0.063
O 2.093 4.918 25.417 -0.339 0.501 0.231
O -1.393 9.608 27.431 -0.31 0.077 0.381
O 2.975 13.397 29.64 -0.666 0.379 0.119
O 9.604 2.442 29.588 -0.158 0.628 0.009
O -1.576 6.578 23.239 0.218 -0.131 0.248
O 9.303 4.439 26.948 -0.123 -0.281 0.019
O 4.695 5.166 24.822 -0.079 0.084 -0.25
O 8.208 -0.134 25.439 -0.033 -0.215 0.061
O 12.417 6.633 29.879 -0.273 -0.109 0.238
O 7.709 7.984 32.115 0.109 0.495 -0.089
O 5.65 8.072 26.983 0.145 0.027 0.773
O 8.752 1.581 32.531 0.185 0.313 -0.135
O -2.754 2.69 24.779 -0.413 -0.444 0.16
O -1.519 7.61 25.672 0.337 0.255 -0.174
O -2.765 -0.404 30.809 -0.169 0.013 0.081
O 0.101 8.205 22.161 0.06 0.04 0.599
O 10.944 10.082 32.38 0.059 -0.211 -0.197
O -1.046 10.295 32.527 -0.199 -0.355 -0.151
O 5.165 4.415 29.649 0.168 -0.236 0.212
O -1.446 6.126 33.482 0.083 0.178 0.099
O 1.743 12.525 23.268 -0.127 0.111 -0.685
O 5.3 2.711 25.232 0.026 0.074 0.73
O -1.147 11.724 30.406 0.663 -0.233 0.077
O 9.643 9.756 27.587 0.018 0.407 0.11
O 1.76 2.353 25.491 0.613 -0.098 0.081
O 10.39 8.492 25.319 0.263 -0.163 0.476
O 2.195 1.915 32.3 -0.442 0.033 -0.188
O 11.84 14.6 26.022 0.35 0.467 0.41
O 11.999 3.304 30.105 0.216 0.028 -0.482
O 8.791 0.147 30.344 0.049 -0.684 -0.154
O 5.39 -0.135 29.173 -0.243 -0.055 0.124
O 7.785 6.522 26.765 0.149 0.245 0.257
O 2.718 14.504 24.747 0.602 -0.144 -0.317
O 3.984 0.505 33.383 0.056 0.07 -0.198
O 4.423 8.863 24.811 -0.171 0.645 -0.01
O 11.499 9.328 23.012 -0.386 0.413 0.058
O -2.795 10.839 22.179 0.11 0.03 0.615
O 4.058 1.706 23.2 -0.235 0.214 0.097
O 1.027 10.655 27.191 0.041 -0.185 0.318
O 0.243 4.459 32.255 0.142 -0.228 0.055
O 2.65 0.021 21.967 0.042 0.011 0.215
O -1.038 12.474 23.121 0.267 0.25 0.141
O 4.296 11.312 30.643 -0.021 0.062 -0.585
O 7.302 4.466 25.165 0.205 -0.242 -0.254
O 1.56 -0.063 26.309 -0.384 -0.126 0.266
O 0.405 1.855 27.751 -0.184 0.219 -0.196
O 11.338 4.059 25.339 -0.421 -0.02 -0.209
O -3.174 7.66 27.647 -0.075 0.398 -0.235
O 9.776 -0.882 27.382 0.506 0.389 0.197
O 5.013 2.299 28.19 -0.121 -0.19 -0.667
O 3.374 6.945 26.312 -0.282 -0.139 0.234
O 1.953 1.265 29.764 0.187 -0.441 -0.483
O -2.329 13.55 25.099 0.288 0.296 0.204
O 1.595 3.618 23.135 0.005 -0.154 0.205
O 11.683 12.364 24.667 0.332 -0.328 -0.254
O 6.276 0.706 23.959 -0.272 -0.045 -0.383
O -0.317 3.724 24.821 -0.356 0.286 0.239
O -0.538 7.248 28.133 0.389 -0.266 -0.133
O 5.528 13.554 22.215 0.139 0.097 0.194
O 4.802 13.625 31.583 -0.027 0.365 0.146
O 4.639 7.259 22.746 -0.133 -0.268 -0.002
O 0.361 5.3 29.704 0.066 -0.244 -0.422
O -2.693 12.385 32.446 0.286 0.357 -0.164
O 6.496 7.304 24.595 0.362 -0.612 -0.366
O 12.476 7.33 24.319 0.062 -0.254 -0.137
O -0.532 0.339 29.687 -0.094 -0.05 -0.434
O 10.802 13.118 28.035 -0.093 -0.537 0.068
O 10.784 9.474 29.898 0.09 -0.033 0.066
O 5.264 13.561 28.447 0.248 -0.35 -0.218
O 3.358 9.453 27.152 0.055 -0.229 0.562
O 3.321 -1.593 27.289 0.096 0.254 0.165
O 11.811 0.827 29.139 0.025 -0.28 -0.626
O 4.053 4.577 27.261 -0.47 -0.186 0.47
O 6.734 4.256 27.645 0.077 -0.088 0.183
O -0.943 11.265 25.468 -0.028 -0.514 -0.322

Results
total energy: -101655.442 eV
total energy less fixed offsets of O -438.35, Si -107.03 eV per atom: -2.242 eV
